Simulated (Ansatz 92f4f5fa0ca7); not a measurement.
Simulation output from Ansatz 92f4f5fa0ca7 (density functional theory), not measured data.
Periodic cell of 270 atoms, Si166O104, from a study of silicon, its oxide and their interface. The atomic structure is a simulated model.
Doubt: the cutoff is far below the 930 eV that the study's wrapper takes by default for these files, so forces and energies are approximate.
This geometry differs little from another in the collection (a relaxation step or a small displacement).

Settings: functional PBE; potential files Ansatz PAW; basis plane waves; wave-function cutoff 580 eV; density cutoff ratio 5; exchange-correlation grid ratio 1; k mesh 1 x 1 x 1, Gamma-centred; self-consistency stop 5e-08 eV per atom in the density residual; occupations fixed; spin none; net charge 0.

Cell vectors (angstrom)
a 11.6015 0 0
b 0 13.3963 0
c 0 0 30.5848

Atoms and the computed forces on them: element, x, y, z (angstrom), force x, y, z (eV/angstrom)
Si -0.1383 -0.1177 23.9174 0.0001 -0.002 -0.0059
Si 3.6643 -0.0439 23.8754 0.0025 -0.0023 -0.0058
Si 7.71 -0.0274 23.9495 0.0071 0.0008 -0.0025
Si 1.6829 3.4682 23.9306 0.004 0.0002 -0.0085
Si 5.6097 3.3063 23.6972 -0.0019 -0.0023 -0.0103
Si 9.4426 3.3524 23.8791 -0.0029 0.0014 -0.0056
Si -0.0784 6.6054 23.9749 -0.0017 0.003 -0.0064
Si 3.7234 6.6638 23.8624 0.005 -0.008 -0.0183
Si 7.5773 6.7199 23.7311 -0.0022 0.0018 -0.0102
Si 1.7911 10.0771 23.9393 -0.0088 0.0107 -0.0104
Si 5.5823 10.0568 23.9649 -0.0062 0.0001 -0.0067
Si 9.5282 10.0564 23.7853 0.0032 -0.0016 -0.0143
Si -0.188 2.1845 24.5831 -0.0011 0.0001 0.0134
Si 3.663 2.2473 24.5229 0.0006 0.0011 0.0067
Si 7.5337 2.2243 24.6373 -0.0004 0.0023 0.009
Si 1.847 5.6051 24.8693 0.0007 0.0001 0.0111
Si 5.6884 5.5383 24.5387 0.0014 0.0025 0.0088
Si 9.5016 5.5928 24.6296 0.0052 -0.0041 0.0095
Si -0.1471 8.8997 24.5859 0.0029 -0.0057 0.0079
Si 3.7001 8.8887 24.7094 0.0033 -0.0032 0.0079
Si 7.5924 8.9368 24.5776 0.0033 -0.0029 0.0036
Si 1.8043 12.2632 24.7984 0.0052 -0.0022 0.0086
Si 5.6826 12.316 24.6237 -0.0024 0.0028 0.009
Si 9.5663 12.2081 24.7758 -0.001 0.0032 0.0096
Si -0.0844 2.2059 26.9784 0.0017 -0.0019 -0.0042
Si 3.7795 2.2275 26.9454 0.0027 -0.0012 -0.0026
Si 7.6409 2.2232 27.0176 0.0014 -0.0011 -0.0065
Si 1.8922 5.5819 27.1742 -0.0003 -0.0005 -0.0031
Si 5.746 5.557 26.9545 0.0027 0.0006 -0.0054
Si 9.5921 5.578 27.0135 0.0003 0.0007 -0.0052
Si -0.0777 8.9056 26.988 0.0023 0.0011 -0.0014
Si 3.7959 8.9043 27.0647 -0.0001 -0.0006 -0.0087
Si 7.6726 8.9143 26.9776 0.0005 0.0014 -0.0035
Si 1.8743 12.2758 27.124 -0.0014 -0.0008 -0.0073
Si 5.7456 12.2932 27.0075 0.0029 -0.0024 -0.0051
Si 9.6167 12.2443 27.1112 -0.0004 -0.0012 -0.0069
Si 1.8674 1.1324 27.8206 -0.0033 -0.0005 -0.0012
Si 5.714 1.1206 27.8116 -0.002 0.0013 -0.0036
Si 9.5981 1.1103 27.8169 -0.0008 -0.0008 -0.0036
Si -0.0683 4.4364 27.8138 0.0007 0.0006 -0.0028
Si 3.8412 4.4405 27.821 -0.0013 0.0001 -0.0021
Si 7.6718 4.4553 27.8093 -0.0027 0.0005 -0.0032
Si 1.8623 7.8282 27.8516 -0.0011 0.0014 -0.0017
Si 5.7557 7.7851 27.8004 -0.0013 -0.0005 -0.0044
Si 9.6057 7.8046 27.8144 -0.0028 0.0005 -0.0039
Si -0.0458 11.1238 27.8441 0.0006 0.0014 -0.0025
Si 3.8345 11.1556 27.8254 -0.0018 0.0008 -0.0048
Si 7.6642 11.1379 27.819 -0.0013 0.0014 -0.0025
Si 1.9336 1.1164 30.1899 -0.0773 0.1041 -0.1608
Si 5.8008 1.1164 30.1899 -0.1731 0.0178 -0.1173
Si 9.6679 1.1164 30.1899 -0.1286 0.0244 -0.0202
Si 0 4.4654 30.1899 -0.2122 -0.0627 -0.0553
Si 3.8672 4.4654 30.1899 0.093 -0.1499 0.0451
Si 7.7343 4.4654 30.1899 -0.1088 0.0055 0.0682
Si 1.9336 7.8145 30.1899 -0.1825 0.0846 0.25
Si 5.8008 7.8145 30.1899 -0.0519 -0.0866 -0.2303
Si 9.6679 7.8145 30.1899 -0.1271 0.0145 -0.1383
Si 0 11.1635 30.1899 -0.0801 -0.1504 0.2483
Si 3.8672 11.1635 30.1899 -0.0151 -0.0631 0.0763
Si 7.7343 11.1635 30.1899 -0.1438 -0.0781 0.0593
Si 0 0 0.3944 0.249 0.1644 -0.1166
Si 3.8672 0 0.3944 0.011 0.2046 0.0568
Si 7.7343 0 0.3944 0.0331 0.0774 -0.2737
Si 1.9336 3.3491 0.3944 0.1414 -0.2264 0.179
Si 5.8008 3.3491 0.3944 -0.1787 -0.0485 0.1603
Si 9.6679 3.3491 0.3944 0.2314 0.0323 0.0699
Si 0 6.6981 0.3944 0.1231 -0.0192 -0.2527
Si 3.8672 6.6981 0.3944 0.2004 0.2192 0.0516
Si 7.7343 6.6981 0.3944 0.1366 0.1564 -0.0348
Si 1.9336 10.0472 0.3944 0.1889 0.0604 0.2428
Si 5.8008 10.0472 0.3944 -0.019 -0.1095 0.1811
Si 9.6679 10.0472 0.3944 0.0671 -0.1452 -0.1214
Si 0.0713 0.0402 2.757 0.0005 0.0013 -0.0002
Si 3.8966 0.0463 2.7739 0.0001 -0.0008 0.0041
Si 7.7669 0.0246 2.7347 0 0.0024 0.001
Si 2.0019 3.3104 2.7957 0.0011 -0.0003 0.001
Si 5.8004 3.3519 2.7781 -0.0006 -0.0007 0.004
Si 9.7344 3.3788 2.7689 0.0012 -0.0026 0.0022
Si 0.0862 6.6874 2.7308 -0.0003 -0.0001 0.0011
Si 3.9551 6.7503 2.7817 0.0014 -0.0011 0.0044
Si 7.813 6.7442 2.7571 0.0015 -0.0001 0.0022
Si 2.005 10.0789 2.7893 -0.0011 -0.0005 0.0045
Si 5.8215 10.0285 2.7875 -0.0028 -0.0026 0.0055
Si 9.7224 10.0253 2.7439 0.004 -0.0029 0.0029
Si 0.0544 2.2466 3.6467 -0.0042 0.0007 0.0036
Si 3.9107 2.2182 3.7634 -0.0001 0.002 -0.0017
Si 7.7756 2.2822 3.4746 0.0018 0.0027 0.0037
Si 2.0454 5.5645 3.4613 -0.0024 -0.0015 -0.0003
Si 5.9077 5.5978 3.5169 0 -0.0022 0.0068
Si 9.7505 5.6278 3.5345 -0.0032 -0.0002 0.0042
Si 0.0873 8.9075 3.5028 -0.0017 0.0021 0.007
Si 3.8958 8.9606 3.7261 0.0016 0.0032 -0.0061
Si 7.7888 8.9722 3.611 -0.0002 -0.0003 0.0025
Si 1.9965 12.3249 3.6043 -0.0001 -0.0012 0.0012
Si 5.8284 12.2862 3.465 -0.0016 -0.0012 0.0015
Si 9.7335 12.2871 3.3899 0.0009 -0.0014 0.0008
Si 0.09 2.2481 6.0833 -0.0033 -0.0005 -0.0045
Si 3.9401 2.1635 6.3047 0.0067 -0.0045 -0.0063
Si 7.8258 2.3082 5.8036 -0.0036 -0.0012 -0.0149
Si 2.1791 5.502 5.7836 -0.0001 0.007 -0.0087
Si 6.0429 5.5855 5.8667 -0.0062 0.0016 -0.0116
Si 9.866 5.6821 5.8939 -0.0035 -0.0036 -0.012
Si 0.194 8.8424 5.8534 -0.0125 0.0037 -0.0133
Si 3.9332 8.9676 6.2104 0.0017 0.0023 -0.0053
Si 7.846 9.0094 6.0158 -0.0017 0.0029 -0.0057
Si 2.0642 12.3459 6.0049 -0.0013 0.002 -0.0086
Si 5.899 12.2939 5.7918 0.0009 -0.0039 -0.0107
Si 9.8493 12.2783 5.6895 -0.0008 0.0002 -0.0091
Si 1.8886 1.0545 7.1239 -0.007 -0.0004 0.0028
Si 6.0355 1.0627 6.711 -0.0058 0.0075 0.0081
Si 9.6935 1.0803 6.5536 0.0047 0.0037 0.01
Si 0.2073 4.5486 6.6418 0.0022 -0.0048 0.0068
Si 4.1501 4.497 6.7056 0.005 0.0013 0.0069
Si 8.0207 4.5091 6.7082 0.0089 -0.0009 0.0031
Si 2.032 7.5952 6.8154 0.0013 -0.009 0.0073
Si 5.9345 7.7923 6.7285 -0.0072 -0.0053 0.0135
Si 9.8324 7.9205 6.7296 0.0074 0 0.0046
Si 0.1468 11.0969 6.494 0.0052 -0.007 0.0237
Si 4.0234 11.3265 6.8649 0.0002 -0.0016 0.0026
Si 7.8956 11.3334 6.5749 0.0002 -0.004 0.0104
O 6.0406 7.5768 8.3841 0.0047 0.0225 0.0094
O 1.8486 7.0497 8.4163 -0.0005 0.0026 -0.003
O 6.608 0.7919 8.2825 -0.001 -0.0036 0.0004
O 7.9796 11.8667 8.1743 -0.004 0.0002 -0.0029
O 8.3359 4.5332 8.3489 -0.0014 0.0003 -0.0014
O 9.3278 0.8373 8.1781 -0.0002 -0.0007 -0.0006
O 0.3247 4.7938 8.2906 0.0008 0.0001 -0.0003
O 10.0457 8.0433 8.3903 -0.0067 0.0063 0.0136
O 11.6242 10.9559 8.1268 0.0035 0.0005 0.0429
O 4.0969 11.8527 8.4817 -0.0018 0.0005 0.0003
O 4.4438 4.8844 8.303 0.0003 0.0001 0.0052
O 1.5635 0.8781 8.7833 -0.0016 -0.0003 -0.0013
O 8.1035 13.3043 22.3178 0.0016 -0.0008 -0.0012
O 3.4197 -0.2873 22.2439 -0.0006 -0.0005 -0.0026
O 1.7846 10.3354 22.2969 -0.006 -0.0176 -0.0274
O 3.6814 6.5832 22.1907 -0.0146 0.0095 -0.0115
O 1.4742 3.9249 22.3322 -0.0011 0.0017 -0.0028
O 11.4293 12.9397 22.2689 -0.0003 -0.0002 -0.0029
O 7.4841 6.7527 22.0541 0.0004 0.0017 -0.001
O 9.5151 10.2115 22.1135 -0.0008 -0.0013 0.0035
O 5.5763 3.2753 22.0088 0.0003 0.0015 0.0018
O 9.2587 3.4213 22.2075 -0.0002 0.0004 -0.0039
O 5.2492 10.0447 22.335 0.0074 0.0009 -0.012
O 0.1351 6.3089 22.3392 0.0015 -0.0016 -0.0039
Si 9.9327 9.5306 20.681 -0.0035 -0.0015 0.0005
Si 5.9132 10.2376 20.8689 -0.0029 -0.0022 0.0009
Si 5.2566 2.2235 20.7918 0.0005 -0.0021 0.0009
Si 6.9269 10.0179 15.8912 -0.0004 -0.0012 -0.0008
Si -0.9172 11.646 15.5419 0.0017 -0.0008 -0.0038
Si 4.5821 4.1795 15.4533 -0.0034 0.0008 -0.0008
Si 0.7244 5.0725 21.4308 -0.0025 0.0023 -0.0011
Si 2.1736 5.6114 15.8545 -0.0003 -0.0012 -0.0009
Si 9.3465 0.9549 19.1045 -0.0006 0.0002 -0.0008
Si 6.7526 4.6221 13.4829 0.0001 -0.0013 0.0003
Si 6.917 6.1438 17.9108 0.0019 -0.0006 -0.002
Si 11.8724 1.9652 12.7491 0.001 0.0006 0.0031
Si 9.6018 3.519 14.2132 0.0005 0.0012 0.0021
Si 12.8601 -7.6566 9.2482 -0.0003 -0.0011 0.0039
Si 3.8489 9.8061 16.5795 0.0018 -0.001 -0.0019
Si 11.629 0.463 20.937 0.0012 0.0016 -0.0014
Si 17.6319 6.4219 11.3239 0.0035 -0.0061 0.0016
Si 9.1377 10.1383 17.8071 0.0004 -0.0007 0.0002
Si 17.6568 2.7868 11.1456 0.001 -0.0002 0.0018
Si 8.2432 1.5021 16.3127 -0.0003 -0.0001 -0.0016
Si 8.8626 7.7693 16.1328 0.0015 0.0006 -0.0013
Si 8.0133 13.4214 8.7284 0.001 0.0001 0.0082
Si -0.1908 11.1057 9.7126 0.0069 -0.0141 -0.0253
Si 0.9704 0.3637 10.244 0.0011 0.001 0.0021
Si 7.2025 13.167 20.9652 -0.0006 -0.0009 -0.0046
Si 9.5045 8.728 9.7802 -0.0117 0.0006 -0.005
Si 2.2127 11.262 11.3953 -0.0042 -0.0073 -0.0016
Si 4.791 11.2451 9.8508 0 -0.0015 0.0078
Si 12.655 0.1996 15.0038 0.0013 -0.002 0
Si 6.0936 3.2525 17.8441 -0.0013 -0.0019 0.0013
Si 10.239 3.1071 20.9427 0.0005 0.0011 0.0001
Si 8.1962 18.03 9.9646 -0.0021 0.0007 0.0049
Si 2.1581 2.8785 14.8689 -0.0003 -0.0002 0.0027
Si 3.8959 6.9876 17.9245 -0.0039 0.0004 -0.005
Si -1.0593 6.2627 11.2653 0.0037 -0.0045 0.0048
Si 2.9412 6.8308 20.7569 -0.0162 0.0262 0.0055
Si 3.5717 11.215 19.1527 0.0033 -0.0006 0.0005
Si 1.8127 -2.5063 14.5215 -0.0028 0.0005 0.0025
Si 3.1182 13.7122 20.7583 0.0014 0.0025 0.0007
Si 6.8701 -0.1856 11.3699 0.0029 0.0007 0.0016
Si 7.7417 7.594 20.6743 -0.0034 0.0026 -0.0025
Si 4.0363 4.6348 9.8603 0.0004 0.0002 -0.002
Si 6.3746 8.618 9.5963 0.0176 -0.0039 -0.007
Si 11.0485 6.1345 14.4776 0.0011 0.0002 0.0034
Si 7.9562 12.4193 14.328 0 -0.0004 0.0007
Si 1.5135 9.7071 20.8231 0.0163 -0.035 0.0095
O 3.6813 -2.6234 10.9315 -0.0078 -0.0004 -0.0027
O 1.4347 2.9469 13.3895 -0.0005 -0.001 -0.002
O 9.775 7.6803 10.9981 -0.0043 0.0102 -0.0105
O 7.0575 4.5376 18.0281 0.0004 0.0016 -0.001
O 6.4628 6.1165 12.8711 0.0001 -0.0007 -0.0046
O 3.7829 2.9741 14.6702 0.0014 -0.0001 -0.0015
O 10.9216 6.2112 12.8521 -0.001 -0.0004 -0.0051
O 12.0212 0.5312 13.5243 0.0008 -0.0007 -0.0005
O 9.2588 0.98 17.4855 0.0011 -0.0006 0.0001
O 0.4955 1.6598 11.1509 0.0007 -0.0029 -0.0044
O 7.3192 6.7396 19.3682 0.0013 0.0052 0.0041
O 10.1376 10.1915 10.1342 0.0198 0.0038 -0.0158
O 7.9855 6.5566 16.7552 -0.001 -0.0011 0.0007
O 4.7096 3.1888 10.2816 -0.0015 0.0011 -0.0012
O 1.6715 4.0541 15.8978 0.0007 -0.0003 -0.0019
O 2.241 8.2769 20.7477 0.0015 0.0062 0.0109
O 9.5023 11.8677 14.4234 -0.0021 0.0008 -0.0019
O 10.1033 11.1298 16.9599 -0.0019 -0.0015 0.0025
O 5.9628 0.7997 21.1578 0.0007 0.0012 -0.0019
O 8.1257 -0.0047 10.3462 0.0005 0.0008 -0.0032
O 5.9503 3.5541 12.5701 0 0.0034 0.0012
O 12.5832 6.4192 15.0502 0.0001 0 -0.0019
O 11.0999 4.4354 20.5519 0.0001 0.0001 -0.0008
O 5.5425 9.9485 9.2558 0.0078 -0.0046 0.001
O 7.9298 9.0235 9.6185 -0.012 -0.0141 -0.001
O 8.0164 0.1935 19.6356 0.0005 0.0005 -0.0008
O 1.1023 10.4907 10.4888 -0.0263 0.0242 -0.0039
O 11.3089 1.9786 21.4344 0.0017 -0.0006 -0.0019
O 9.5261 8.6011 17.3846 -0.0001 0.0013 -0.001
O 1.541 13.7379 20.404 -0.0006 -0.0006 -0.0018
O 13.3407 1.5117 15.6418 -0.0002 -0.0002 -0.0023
O 11.9617 6.2729 10.4811 -0.0014 0.001 -0.0011
O 4.7342 10.2396 19.757 0.0076 0.0017 0.0023
O 4.0109 6.7795 19.5372 -0.0071 0.0032 0.0098
O 7.7824 0.3051 15.3154 -0.0001 0.0004 -0.0013
O 6.0448 14.6064 11.4824 -0.001 -0.0002 -0.0007
O 5.3666 9.6285 16.0349 -0.0012 0.0008 -0.0007
O 10.4093 2.6486 13.0688 0.0004 -0.0009 -0.0026
O 10.5924 4.6213 14.8938 -0.0005 0.0001 -0.0032
O 6.1031 4.4775 14.9616 0.0027 -0.0001 -0.0022
O 9.3279 8.008 20.623 -0.0006 0.0011 -0.0012
O 2.0072 -2.6453 12.9203 0.0058 0.0032 -0.0143
O 3.5379 8.517 17.5123 0.001 0.0004 0.0018
O 2.5831 6.1669 17.339 0.0017 0.001 0.0006
O 7.4958 -0.6188 12.8072 -0.0012 -0.0002 0.0007
O 7.4864 3.2325 10.4548 -0.0001 0.002 -0.0026
O 7.8449 8.7779 15.3191 -0.0001 0.0018 -0.0003
O 6.7169 11.6399 20.7946 -0.0031 -0.0046 0.0012
O 9.3414 10.3792 19.4025 -0.0008 0.0005 -0.0018
O 5.4072 6.5865 17.4169 0.0024 -0.0002 -0.0007
O 3.8152 12.7588 19.6237 0.0004 -0.0025 -0.0032
O 3.6635 1.8578 20.6958 0.0005 -0.0011 -0.0016
O 9.4026 2.5053 19.6754 0.0011 -0.0006 -0.002
O 8.3457 4.3043 13.5129 -0.0016 0.0004 -0.0026
O 5.7195 2.759 19.3422 0.0004 0.0001 -0.0028
O 9.0511 2.5852 15.4138 0 -0.0001 -0.0012
O 7.185 5.8549 10.3227 -0.0029 -0.0003 0.0016
O 10.0297 7.2203 15.1483 -0.0006 -0.0005 -0.0016
O -0.0625 9.4888 20.5395 0.0224 -0.0001 0.0046
O 2.0908 12.8891 11.1018 -0.003 -0.0065 -0.0034
O 5.9334 8.0201 11.0521 0.0041 0.0055 -0.012
O 2.807 9.8783 15.3205 0 -0.0002 0.0008
O 9.6168 4.9974 10.72 -0.0007 0.0008 -0.002
O 6.9567 11.2455 14.8346 0.0005 -0.0002 0.0009
O 4.6051 5.7556 10.9016 0.0013 0.0001 0.0002
O 2.1107 10.7076 19.6838 0.0002 -0.0046 0.0032
O 0.23 10.6354 14.9222 0.0007 0.001 -0.0008
O 11.3029 12.7148 10.0514 0.0054 -0.0122 -0.0057
O 3.6692 5.5306 15.1419 0.0016 -0.0003 -0.0008
O 10.6445 13.5234 19.673 0.0005 0.0008 -0.0022
O 6.8952 8.9822 20.6128 -0.0008 -0.0014 0.0026
O 3.6536 11.132 17.5232 0 -0.0004 0.001
O 11.4136 -0.3317 15.9081 0.0005 0.0023 -0.0019
O 1.8348 5.6812 20.4227 0.0115 0.0141 0.0027
O 7.5742 10.426 17.3597 0.0018 -0.0015 -0.0014
O 4.7404 3.6978 17.0205 0.0015 -0.0002 -0.0006
O 5.832 -1.241 10.6974 -0.006 -0.0054 -0.0048
O 2.4124 4.7638 9.9025 0.0013 0.0002 -0.0025
O 6.897 2.102 17.0131 0.0004 0.0008 -0.0011
O 2.192 -0.9606 14.9066 -0.0027 0.0004 -0.0003

Results
free energy: -164674.848 eV
free energy less fixed offsets of O -568.88, Si -635.61 eV per atom: -0.068 eV

The program warned: the cutoff lies below the one the program advises for these potential files; the forces do not sum to zero within the program's tolerance; the exchange-correlation potential is rough where the density is thin.
